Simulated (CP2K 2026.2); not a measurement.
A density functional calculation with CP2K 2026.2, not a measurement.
Periodic cell of 432 atoms, Si324O108, from a study of silicon, its oxide and their interface. The atomic structure is a simulated model.
Doubt: the forces sum to 1.52 eV/angstrom along one axis rather than to zero, so they err by at least 0.0035 eV/angstrom per atom on average; the grid cutoff is modest.

Settings
functional: PBE
method: Gaussian and plane waves
basis set: DZVP-MOLOPT-SR-GTH
pseudopotentials: GTH-PBE
grid cutoff: 300 Ry, relative cutoff 40 Ry
k points: Gamma only
occupations: fixed
spin: none
net charge: 0

Cell vectors (angstrom)
a	16.32	0	0
b	0	16.32	0
c	2.5486	-0.2247	29.5472

Atoms: element, x, y, z (angstrom)
Si	1.7159	-1.587	0.136
Si	3.9673	1.4663	0.1502
Si	1.6398	3.5954	-0.1771
Si	4.3502	6.4632	-0.0264
Si	1.0815	-6.4761	0.1771
Si	3.8944	-3.8084	0.1011
Si	6.9856	-1.6858	0.2167
Si	9.7508	1.1121	0.0042
Si	6.5847	4.2651	0.1091
Si	9.3121	7.093	0.0122
Si	7.1662	9.3629	0.0328
Si	-7.1005	-3.8743	0.1629
Si	-4.3996	-1.134	0.0872
Si	-1.5822	1.5976	-0.0055
Si	-3.7929	3.8107	0.0292
Si	-1.7076	7.3	-0.1415
Si	-3.9969	-6.8195	0.1181
Si	-1.1953	-4.3703	0.2161
Si	2.8022	-0.0506	1.4959
Si	5.4524	2.7152	1.4378
Si	2.668	5.3413	1.1638
Si	5.4721	8.1606	1.2159
Si	2.7195	-5.3713	1.4062
Si	5.4289	-2.7745	1.5413
Si	8.1617	-0.0015	1.3546
Si	-5.4019	2.6821	1.3329
Si	8.1757	5.4834	1.3222
Si	-5.4895	8.2227	1.3901
Si	8.1806	10.8522	1.5116
Si	-5.4949	-2.7093	1.4186
Si	-2.7477	0.0157	1.3095
Si	0.0271	2.6925	1.2977
Si	-2.6486	5.5041	1.1848
Si	-0.0746	8.1913	1.3375
Si	-2.7538	-5.4463	1.5401
Si	0.0372	-2.7228	1.3526
Si	1.3375	1.325	2.7232
Si	4.0136	4.0813	2.695
Si	1.3412	6.7503	2.568
Si	4.1002	9.4919	2.6357
Si	1.3623	-4.0458	2.7933
Si	4.1376	-1.361	2.8763
Si	6.8318	1.3555	2.7399
Si	9.5423	4.0849	2.6483
Si	6.7949	6.834	2.6904
Si	9.5544	9.536	2.8397
Si	6.7616	12.1523	2.8457
Si	-6.8358	-1.3504	2.7833
Si	-4.0682	1.3505	2.7411
Si	-1.2952	4.1522	2.6157
Si	-4.0723	6.7834	2.6305
Si	-1.3828	-6.8375	2.8206
Si	-4.1086	-4.0301	2.7862
Si	-1.3624	-1.3489	2.6615
Si	-0.0265	-0.0122	4.0755
Si	2.6949	2.7099	4.0721
Si	0.0292	5.4511	4.0371
Si	2.7106	8.1214	3.9657
Si	0.0039	-5.4431	4.1172
Si	2.7207	-2.7155	4.1658
Si	5.4949	0.0262	4.156
Si	8.1908	2.7408	4.055
Si	5.4135	5.4526	4.032
Si	8.1475	8.152	4.1087
Si	5.3939	10.7949	4.1333
Si	8.1372	-2.7373	4.1314
Si	-5.4384	0.0045	4.1116
Si	-2.682	2.7701	4.008
Si	-5.4198	5.433	4.0246
Si	-2.7542	8.1043	4.0968
Si	-5.4203	-5.4129	4.1601
Si	-2.7061	-2.6817	4.084
Si	1.3629	-1.3739	16.3029
Si	4.0981	1.3561	16.2769
Si	1.3076	4.0218	16.2411
Si	4.0931	6.8219	16.2528
Si	1.3726	-6.7756	16.3297
Si	4.0709	-4.0957	16.3616
Si	6.7932	-1.3968	16.3064
Si	-6.8152	1.3419	16.3336
Si	6.8674	4.1027	16.2771
Si	-6.8016	6.803	16.3494
Si	6.8065	9.5315	16.3251
Si	-6.7505	-4.0271	16.355
Si	-4.0478	-1.3375	16.3798
Si	-1.3808	1.3227	16.3313
Si	-4.1287	4.066	16.2701
Si	-1.3615	6.8166	16.2885
Si	-4.1068	9.53	16.3171
Si	-1.3624	-4.0824	16.3635
Si	2.7259	0.0045	17.6317
Si	5.5324	2.7032	17.5707
Si	2.689	5.4105	17.4859
Si	5.432	8.1581	17.6692
Si	2.7343	-5.4644	17.7535
Si	5.4336	-2.7192	17.7007
Si	8.1396	-0.0582	17.6714
Si	-5.4591	2.7184	17.6767
Si	8.1525	5.4611	17.724
Si	-5.4242	8.1574	17.7025
Si	8.1902	10.9191	17.6538
Si	-5.3916	-2.6659	17.7683
Si	-2.6962	0.0033	17.7867
Si	-0.0233	2.6765	17.6628
Si	-2.7712	5.4467	17.5768
Si	-0.0083	-8.1311	17.6573
Si	-2.7793	-5.4365	17.6947
Si	0.0274	-2.7172	17.7048
Si	1.3786	1.3579	19.0222
Si	4.1316	4.115	18.7626
Si	1.3738	6.7297	18.8871
Si	4.0888	-6.8536	19.1121
Si	1.3614	-4.1001	19.0945
Si	4.0688	-1.344	19.0283
Si	6.7729	1.2898	19.0051
Si	-6.8159	4.0807	19.0632
Si	6.7789	6.8268	19.0798
Si	-6.7648	9.5549	19.017
Si	6.796	-4.0793	19.0365
Si	9.5163	-1.315	19.1166
Si	-4.1072	1.3813	19.0938
Si	-1.4621	4.0451	18.9033
Si	-4.0572	6.7818	19.0367
Si	-1.4519	-6.8278	19.0277
Si	-4.0019	-4.0104	19.141
Si	-1.2629	-1.3288	19.1354
Si	0.3833	-0.2373	20.4509
Si	3.0299	2.6039	20.0955
Si	-0.24	5.5759	20.1073
Si	2.8942	7.7904	20.2922
Si	-0.297	-5.2666	20.2947
Si	2.5534	-2.5124	20.3701
Si	5.1206	0.2735	20.3722
Si	8.3204	2.4562	20.2797
Si	5.1171	5.6179	20.2448
Si	7.9634	8.4539	20.3202
Si	5.7298	-5.6893	20.3659
Si	8.3736	-2.9461	20.358
Si	-5.7187	0.3131	20.4405
Si	-2.9915	3.0076	20.3626
Si	-5.2038	5.225	20.3456
Si	-2.4371	-8.5016	20.4045
Si	-5.6358	-5.1773	20.3415
Si	-2.3485	-2.9064	20.4843
Si	3.9705	-1.8941	-4.269
Si	-7.9204	2.9867	-2.1159
Si	-1.1325	5.3785	-4.6583
Si	1.569	-6.9339	-2.7646
Si	-2.7297	-6.536	-4.8601
Si	6.3688	8.0549	-4.5512
Si	5.0645	-5.6141	-5.0115
Si	-5.61	-5.3293	-2.1858
Si	1.3417	3.9668	22.2655
Si	-0.2097	-0.3914	-1.8881
Si	-3.1379	-2.4625	23.4433
Si	-4.3082	5.2633	-4.8734
Si	1.0854	3.4745	-3.3055
Si	3.8206	2.8807	-4.8302
Si	-5.6651	5.1975	-2.1025
Si	5.1204	0.0433	23.413
Si	5.362	-0.2901	-2.0732
Si	5.4066	-5.5788	-2.0048
Si	3.7681	-4.4763	22.3735
Si	1.5387	-6.6914	22.284
Si	-7.1263	6.4933	22.3436
Si	-2.4628	-2.5405	-1.8121
Si	-4.8673	0.1398	23.4421
Si	6.9356	4.2837	22.2867
Si	4.0453	8.0211	-2.6169
Si	0.0893	1.2126	23.2515
Si	-7.8333	-3.3004	23.278
Si	-2.565	7.8268	23.4787
Si	2.3989	-4.5716	-4.4098
Si	-2.5746	2.2719	23.3516
Si	-3.7916	-3.6521	-4.1644
Si	-1.2069	8.0132	-3.108
Si	6.7174	1.5196	-4.1559
Si	-7.3196	-6.9164	-4.3013
Si	-5.1745	-4.7246	23.2828
Si	0.0099	0.7381	-4.6197
Si	1.3388	-1.3465	5.4682
Si	4.0777	1.3809	5.4488
Si	1.3543	4.082	5.4249
Si	4.0605	6.802	5.3988
Si	1.3817	9.4822	5.404
Si	4.0692	12.2035	5.4801
Si	6.815	-1.3638	5.4992
Si	9.5283	1.3821	5.4464
Si	6.7912	4.09	5.3951
Si	-6.7885	6.7783	5.417
Si	6.7897	9.4874	5.4847
Si	9.5148	12.248	5.491
Si	-4.0694	-1.3452	5.4599
Si	-1.3642	1.3894	5.4097
Si	-4.059	4.0868	5.4009
Si	-1.3502	6.7753	5.425
Si	-4.0712	-6.818	5.4649
Si	-1.3654	-4.0708	5.4477
Si	2.7179	0.0131	6.8069
Si	5.4458	2.74	6.7921
Si	2.716	5.443	6.7804
Si	5.4161	8.1301	6.8089
Si	2.7079	10.84	6.8118
Si	5.4363	-2.7366	6.8234
Si	8.1806	0.0137	6.8222
Si	-5.4189	2.7367	6.7868
Si	-8.1615	5.4293	6.7758
Si	10.87	8.1475	6.8006
Si	8.1496	10.8733	6.8254
Si	-5.4273	-2.7112	6.8227
Si	-2.7146	0.031	6.7955
Si	-0.0019	2.7253	6.7901
Si	-2.711	5.4282	6.7909
Si	0.0075	8.1473	6.7792
Si	-2.7123	-5.4449	6.8088
Si	-0.0101	-2.719	6.818
Si	1.3574	1.3708	8.1611
Si	4.0786	4.0906	8.1516
Si	1.3579	6.7933	8.1538
Si	4.0761	9.5015	8.1741
Si	1.3535	-4.0964	8.1591
Si	4.0737	-1.3611	8.1627
Si	6.7983	1.3696	8.1592
Si	-6.7972	4.0819	8.1446
Si	6.7994	6.7817	8.1523
Si	9.5188	9.511	8.1683
Si	6.7999	-4.0837	8.1852
Si	-6.7852	-1.3509	8.1791
Si	-4.0773	1.3734	8.1609
Si	-1.3587	4.0751	8.16
Si	-4.0736	6.7953	8.1504
Si	-1.3453	-6.808	8.1525
Si	-4.0756	-4.0867	8.1698
Si	-1.3665	-1.3451	8.16
Si	0.0002	0.0033	9.5192
Si	2.7222	2.7262	9.5173
Si	-0.0022	5.4387	9.5194
Si	2.7128	8.1485	9.5271
Si	-0.002	-5.4472	9.5246
Si	2.7165	-2.7296	9.5134
Si	5.4418	-0.0005	9.5187
Si	-8.1535	2.7232	9.5138
Si	5.4387	5.4366	9.5205
Si	8.1532	8.152	9.5153
Si	5.4353	-5.4496	9.5277
Si	-8.151	-2.7178	9.5309
Si	-5.4283	0.0094	9.5279
Si	-2.7153	2.7208	9.5224
Si	-5.4409	5.4417	9.5088
Si	-2.7169	8.1594	9.5136
Si	-5.4395	-5.444	9.527
Si	-2.7188	-2.7153	9.5201
Si	1.3557	-1.3699	10.8707
Si	4.0772	1.3552	10.8779
Si	1.3601	4.0811	10.8805
Si	4.0833	6.799	10.8836
Si	1.3575	9.5155	10.884
Si	4.08	-4.0801	10.879
Si	6.8071	-1.3567	10.8847
Si	-6.7965	1.3639	10.8785
Si	-9.52	4.076	10.8728
Si	9.5241	6.8037	10.8729
Si	6.8003	9.5142	10.88
Si	-6.7951	-4.0817	10.8926
Si	-4.0776	-1.3613	10.8839
Si	-1.3621	1.3551	10.8824
Si	-4.082	4.0823	10.8687
Si	-1.3643	6.7994	10.8812
Si	-4.0729	9.5225	10.8835
Si	-1.3601	-4.0791	10.8781
Si	2.7188	-0.0203	12.2307
Si	5.4439	2.7127	12.2342
Si	2.722	5.4415	12.2391
Si	5.4416	8.1642	12.2432
Si	2.7155	10.8857	12.2349
Si	5.4509	-2.7278	12.2386
Si	8.1729	0.0016	12.2438
Si	-5.428	2.7173	12.2305
Si	-8.159	5.4409	12.2217
Si	10.8771	8.1696	12.2402
Si	8.157	10.8742	12.2426
Si	-5.433	-2.7182	12.2513
Si	-2.7193	-0.0085	12.2446
Si	-0.0028	2.7158	12.2351
Si	-2.7366	5.4424	12.2355
Si	-0.007	8.1619	12.2434
Si	-2.7175	-5.4298	12.2458
Si	-0.0016	-2.7227	12.2395
Si	1.3489	1.3337	13.5825
Si	4.0855	4.0773	13.5892
Si	1.3582	6.802	13.5955
Si	4.0831	9.5403	13.5919
Si	1.3576	-4.0795	13.6009
Si	4.0824	-1.3804	13.5946
Si	6.8069	1.3568	13.5981
Si	-6.7943	4.0805	13.5681
Si	6.8176	6.806	13.5888
Si	9.5173	9.5276	13.6099
Si	6.8086	-4.0846	13.61
Si	9.5355	-1.3529	13.6135
Si	-4.0833	1.3487	13.6004
Si	-1.3833	4.0684	13.5838
Si	-4.0898	6.8096	13.6019
Si	-1.3563	9.5346	13.6068
Si	-4.0709	-4.0708	13.6179
Si	-1.368	-1.3759	13.6042
Si	-0.0127	-0.0197	14.9582
Si	2.7181	2.6932	14.9183
Si	-0.0269	5.4345	14.9257
Si	2.7157	8.1875	14.9392
Si	0.0005	-5.4225	14.9781
Si	2.7273	-2.7403	14.9674
Si	5.4479	-0.0219	14.9431
Si	8.1936	2.7158	14.936
Si	5.463	5.4401	14.9347
Si	8.1646	8.1625	14.9743
Si	5.4382	10.8874	14.9754
Si	8.1827	-2.7252	14.9638
Si	-5.4232	-0.0022	14.9926
Si	-2.7287	2.7019	14.9612
Si	-5.4713	5.4485	14.943
Si	-2.7296	8.1817	14.9551
Si	-5.4485	-5.4195	14.9679
Si	-2.7158	-2.7171	14.9992
O	-2.6471	-2.8374	-3.3673
O	6.4179	0.3797	-3.0674
O	5.3696	-2.2522	-5.0067
O	-3.8223	-1.8952	-1.2317
O	5.4897	-0.2738	21.866
O	3.276	-3.081	21.7254
O	-2.923	-7.9568	-0.3242
O	3.7374	6.956	-1.4533
O	0.2018	-6.1438	21.5715
O	-1.309	-4.1156	20.8785
O	-4.0988	4.1218	20.8302
O	-2.4914	3.7163	24.0753
O	8.1031	-2.7678	-0.2719
O	2.8434	2.5187	-0.3735
O	-6.8609	4.1618	-2.3685
O	-5.15	-0.1923	21.8768
O	-5.7585	5.9172	21.7165
O	-6.8264	-4.1	20.5672
O	-7.8662	-5.6207	-5.1164
O	-5.4848	-0.0289	-0.4566
O	-6.415	-6.4163	-3.0647
O	0.2502	4.7639	21.414
O	1.7639	-7.0727	-1.1672
O	6.7719	-6	-1.2452
O	-3.7953	-3.9383	23.4774
O	2.5762	3.4822	21.3767
O	6.1923	-1.2731	-1.1274
O	2.8044	-2.69	-0.407
O	8.0218	5.4371	22.0911
O	4.6207	0.833	-1.1924
O	-7.554	7.861	21.6059
O	1.0727	3.7548	-1.6995
O	-1.2498	-1.5455	-1.5109
O	-7.2014	1.7452	-1.3598
O	5.482	5.3471	-0.4228
O	4.0684	1.4861	20.6745
O	-6.6253	-4.5318	-1.2344
O	7.9953	-2.5619	21.9143
O	-2.7229	4.9475	-4.5894
O	-6.2343	-3.4926	23.3689
O	7.5247	2.9446	21.6119
O	4.4882	-6.8978	-1.9445
O	-1.4844	0.7704	-5.211
O	-0.0706	0.368	21.8846
O	-2.0449	6.2977	23.6806
O	-0.8426	1.0018	-1.3439
O	-2.9322	8.1449	21.9232
O	7.6865	-7.7218	-3.7814
O	1.4696	-1.3923	20.8518
O	2.0745	-8.0582	21.6225
O	-0.0782	-5.4313	-0.3346
O	-4.0533	-1.2006	23.9596
O	-5.1864	-5.5369	21.8732
O	0.4538	2.0938	-3.8635
O	-6.854	1.4269	20.8178
O	1.1886	-6.9177	23.8303
O	1.1793	-0.7344	-1.1471
O	-3.9557	1.4763	23.6125
O	-6.2457	6.4744	-1.2935
O	7.1869	3.5239	-1.2015
O	3.4585	-5.6511	-4.9761
O	-6.4496	-7.9233	-5.2211
O	-8.0956	-8.1008	-0.4996
O	5.162	-4.9412	21.7016
O	-2.3504	2.4464	21.7483
O	-1.396	-7.4951	23.944
O	-2.6833	2.7148	-0.501
O	-2.4455	-7.2876	-3.4347
O	-1.2295	6.7498	20.645
O	-1.2522	7.1624	-1.7119
O	4.0025	6.6903	20.7808
O	2.6726	-7.9511	-3.4106
O	0.6468	2.6846	22.9261
O	1.691	-5.3696	-3.1986
O	6.8511	-6.7826	20.8581
O	5.647	-5.1481	-3.5504
O	5.7518	1.4618	23.8324
O	3.5281	0.1492	23.6877
O	2.6746	-5.5923	22.0364
O	0.1038	-7.3971	-3.1579
O	-6.2918	0.5161	24.1633
O	-6.9423	6.7245	23.9218
O	0.0518	-0.3923	-3.4692
O	2.675	3.3984	-3.7613
O	-4.9068	-4.2323	-3.1393
O	-3.0868	-4.9594	-4.807
O	5.2981	2.3157	-4.3791
O	-4.5549	-6.1086	-1.2368
O	-1.376	1.3399	23.9058
O	3.1462	-3.2353	-3.9078
O	1.9076	4.9743	23.368
O	0.0059	4.5936	-3.804
O	-2.0877	-3.9162	-1.0669
O	-8.1221	-7.2873	24.1904
O	4.2597	-1.119	-2.8948
O	-1.1046	6.9316	-4.2831
O	5.2616	7.4583	-3.5294
O	6.6369	3.9768	23.8265
O	-4.4924	4.4621	-1.279
O	-2.7634	-2.1719	21.8853
O	3.1251	-0.9473	-5.247
O	5.5919	4.7708	21.5502
O	-5.0265	5.6823	-3.4873
O	4.6529	-4.3886	-1.2226
O	7.9596	-4.8257	23.3416
O	7.8008	2.5481	-3.5393
O	-4.3821	-2.5239	-5.1763
O	3.9248	-4.3553	23.9683

Results
total energy: -82022.455 eV
total energy less fixed offsets of O -438.25, Si -107.07 eV per atom: -0.775 eV

Forces (eV/angstrom), in the order of the atoms: element, x, y, z
Si	-0.2012	0.0183	0.6954
Si	0.1608	-0.1542	0.7616
Si	-0.2147	0.3942	0.7078
Si	-0.1377	0.2363	0.7546
Si	0.1173	-0.103	0.7367
Si	0.0978	-0.2086	0.7219
Si	-0.0446	0.2524	0.7673
Si	-0.1475	0.1744	0.7873
Si	0.1952	-0.0685	0.7509
Si	0.0749	-0.1723	0.7044
Si	-0.2878	0.0356	0.6705
Si	0.2464	-0.1186	0.7794
Si	0.1689	-0.0862	0.7513
Si	0.1039	-0.2148	0.7291
Si	-0.1248	0.1219	0.7687
Si	0.2849	-0.3991	0.6951
Si	-0.2092	0.1619	0.71
Si	-0.0048	0.2364	0.7158
Si	0.0128	0.0091	-0.0313
Si	-0.0022	0.0224	-0.0475
Si	0.0022	-0.0292	-0.0631
Si	-0.0024	-0.0101	-0.0744
Si	-0.0066	-0.0051	-0.0709
Si	-0.0132	0.0023	-0.0584
Si	0.0269	-0.0145	-0.0503
Si	0.0194	-0.0045	-0.0515
Si	-0.0143	0.0193	-0.0364
Si	0.0094	0.0054	-0.0311
Si	-0.0065	0.0029	-0.047
Si	-0.0003	0.0188	-0.0595
Si	0.0017	-0.0053	-0.0524
Si	-0.0131	-0.0092	-0.0534
Si	-0.0044	0.0117	-0.0285
Si	-0.0242	-0.0001	-0.0711
Si	0.0025	0.0033	-0.0427
Si	-0.012	0.0184	-0.0461
Si	-0.0076	0.001	0.0131
Si	-0.0076	0.023	0.0368
Si	0.0331	0.0082	0.0104
Si	0.0167	0.0053	0.0054
Si	0.0077	-0.0047	0.0391
Si	0.0064	-0.0015	0.0262
Si	0.0048	-0.0205	-0.0018
Si	0.0086	0.0027	0.0034
Si	0.0012	-0.0005	0.0201
Si	0.0065	0.0047	0.024
Si	0.0183	0.0124	0.0284
Si	-0.0132	-0.0045	0.0464
Si	-0.0155	-0.0061	0.0258
Si	-0.0301	-0.0141	0.0172
Si	0.0112	-0.0138	0.011
Si	0.0247	-0.0011	0.0432
Si	-0.0234	0.0106	0.003
Si	-0.0022	0.0171	0.0125
Si	0.0035	0	0.0079
Si	0.0104	0.0019	-0.0018
Si	-0.0068	-0.001	0.0131
Si	-0.0242	-0.0071	-0.0066
Si	-0.0163	-0.0017	-0.0086
Si	-0.0095	0.0006	-0.0104
Si	-0.0002	-0.0103	0.0116
Si	0.0052	0.0013	-0.0122
Si	-0.0042	0.0024	-0.0204
Si	-0.0148	-0.0051	-0.0114
Si	-0.0098	0.0031	0.0022
Si	0.009	0.0139	-0.015
Si	0.0089	-0.0089	-0.018
Si	0.0133	-0.0007	-0.0162
Si	0.0026	0.0147	-0.0019
Si	0.0081	-0.0033	0.0008
Si	0.0016	-0.0101	0.0061
Si	0.0082	0.0053	-0.0107
Si	-0.003	0.0095	0.0074
Si	-0.0214	-0.0086	0.01
Si	-0.0055	-0.0032	-0.0127
Si	0.0083	-0.009	0.0125
Si	0.0018	-0.0136	0.0094
Si	-0.0074	0.0044	-0.0005
Si	0.0137	-0.0001	-0.0142
Si	-0.0035	0.0138	0.008
Si	0.0079	-0.0066	-0.0008
Si	0.0108	-0.0018	-0.0031
Si	0.0122	0.0033	0.0111
Si	-0.0072	-0.0026	-0.0162
Si	-0.0061	0.0073	-0.0143
Si	-0.0128	-0.0001	-0.0008
Si	-0.0039	0.007	-0.0003
Si	0.0053	-0.0131	0.0096
Si	0.0025	0.0121	-0.0082
Si	0.0073	-0.0062	0.0113
Si	0.0015	0.005	-0.0368
Si	0.0105	-0.02	-0.0282
Si	-0.0014	0.0121	-0.0274
Si	0.0049	0.0037	-0.0353
Si	-0.0073	-0.0087	-0.0001
Si	-0.0197	-0.0145	-0.009
Si	0.0168	0.0072	-0.0276
Si	0.0066	0.0091	-0.0264
Si	-0.0098	-0.0048	-0.0018
Si	-0.0125	-0.0167	-0.01
Si	-0.0088	-0.0091	-0.0354
Si	-0.0094	-0.0063	-0.0255
Si	0.0013	-0.0037	-0.0048
Si	0.0303	0.0153	-0.014
Si	-0.0146	0.0089	-0.0537
Si	-0.0148	-0.0068	-0.0103
Si	0.0043	0.0212	-0.0172
Si	0.0044	0.0165	-0.0179
Si	-0.0135	-0.0219	0.0554
Si	0.0058	0.0305	0.0352
Si	-0.0027	0.0032	0.0217
Si	-0.0146	0.0018	0.0517
Si	0.0083	0.0134	0.0433
Si	-0.0151	0.0056	0.0728
Si	-0.0187	0.0172	0.0434
Si	0.0023	-0.0019	0.0391
Si	0	-0.0135	0.0543
Si	-0.0184	0.0053	0.0647
Si	0.0135	-0.0274	0.0602
Si	-0.0045	0.0192	0.0459
Si	-0.0331	0.0055	0.0817
Si	-0.0109	-0.0181	0.0545
Si	-0.005	-0.0075	0.0723
Si	0.024	-0.0324	0.0306
Si	0.0381	0.0004	0.0324
Si	0.0117	-0.0122	0.0717
Si	-0.1977	0.2206	-0.7631
Si	-0.231	0.006	-0.7275
Si	0.1762	-0.0992	-0.7299
Si	-0.0499	0.2616	-0.7129
Si	0.1853	-0.0564	-0.7049
Si	0.1186	-0.2522	-0.7415
Si	0.2652	-0.1925	-0.737
Si	-0.106	0.2168	-0.7569
Si	0.2779	-0.0142	-0.727
Si	0.0321	-0.1842	-0.7236
Si	-0.2334	0.08	-0.7288
Si	-0.32	0.3556	-0.6469
Si	0.1738	-0.2109	-0.7333
Si	0.139	-0.1793	-0.7293
Si	-0.2281	0.1057	-0.7728
Si	-0.2294	0.2726	-0.7027
Si	0.3293	-0.3055	-0.6455
Si	-0.2433	0.1121	-0.6886
Si	0.0322	-0.0336	-0.0452
Si	0.0337	-0.0196	0.1698
Si	-0.0879	-0.1508	0.1485
Si	0.0725	-0.0215	0.0466
Si	0.0353	-0.0063	0.1374
Si	-0.0202	0.0372	0.0378
Si	0.0479	0.0739	0.154
Si	0.0316	-0.0057	0.0469
Si	-0.0023	-0.1102	-0.1507
Si	-0.0382	0.153	0.0887
Si	-0.1163	0.1196	-0.0435
Si	0.1193	-0.0233	-0.0292
Si	0.0951	0.0408	-0.0311
Si	-0.0402	-0.0695	0.2108
Si	-0.0257	-0.023	0.1646
Si	0.0562	-0.0195	-0.078
Si	-0.043	0.0333	0.1125
Si	0.0814	0.0588	0.0301
Si	0.0784	0.0528	-0.0322
Si	-0.0504	0.0062	-0.0154
Si	0.0312	0.0385	-0.0766
Si	-0.0433	0.0279	0.0782
Si	0.0564	-0.0496	0.004
Si	0.0088	-0.0585	-0.0802
Si	0.0556	-0.0343	-0.0226
Si	0.1103	-0.0093	-0.1744
Si	-0.0775	0.0471	-0.082
Si	-0.0325	-0.0783	-0.0258
Si	0.0038	-0.0143	-0.0442
Si	-0.059	0.0435	-0.1287
Si	-0.1409	-0.101	-0.0237
Si	-0.1037	-0.0838	0.3115
Si	-0.1046	0.0609	-0.1317
Si	0.1044	0.095	-0.0536
Si	-0.1315	-0.0613	-0.0696
Si	0.1133	0.1233	-0.0217
Si	0.0013	0.0069	0.0134
Si	-0.0103	-0.0002	0.0091
Si	-0.0036	-0.0026	0.0107
Si	-0.0004	0.0071	-0.0009
Si	0.0152	-0.0042	-0.0045
Si	0.0057	0.0056	0.0115
Si	-0.0012	-0.0102	0.0177
Si	-0.005	-0.0063	0.0025
Si	-0.0008	0.0068	-0.0032
Si	0.0104	0.0023	0.0054
Si	0.0064	-0.0039	0.0139
Si	-0.0085	0.0063	0.0111
Si	-0.0113	-0.0045	0.0083
Si	-0.0059	0.0001	-0.0011
Si	-0.0005	0.0014	-0.0013
Si	-0.0029	-0.0092	0.0168
Si	0.0135	0.0068	0.0169
Si	0.0069	0.0058	0.0065
Si	0.001	0.0012	0.004
Si	-0.0051	-0.0038	-0.0027
Si	-0.0008	-0.0114	0.0001
Si	-0.0009	0.0121	0.0012
Si	0.0023	0.0006	-0.0028
Si	-0.0002	0.0053	0.0005
Si	-0.0004	-0.0078	-0.0015
Si	-0.0008	-0.0018	-0.0022
Si	0.0008	0.0021	-0.0029
Si	-0.0011	-0.0004	0.0003
Si	-0.0045	0.0011	-0.0024
Si	0.0042	-0.0017	0.0015
Si	0	0.0014	-0.0032
Si	0.0075	0.0101	0.0001
Si	0.0111	0.0061	0.0031
Si	-0.0098	-0.0037	-0.0019
Si	-0.0004	-0.008	0.0053
Si	-0.0001	0.002	-0.0009
Si	-0.0003	0.0049	-0.0049
Si	0.0079	0.0121	-0.0017
Si	0.0076	0.0014	-0.0074
Si	0.002	0.0032	0.0019
Si	-0.0051	-0.0104	-0.0013
Si	-0.0101	-0.0096	-0.0058
Si	0.0006	-0.0031	-0.0064
Si	-0.0058	0.0027	-0.0078
Si	-0.0063	-0.0026	-0.0046
Si	-0.0055	-0.0033	-0.0032
Si	0.0016	0.0008	0.0008
Si	0.0051	0.0097	0.0001
Si	0.004	-0.0012	0.0021
Si	-0.0124	-0.019	-0.0023
Si	0.0041	-0.0009	-0.0068
Si	0.0102	0.0156	0.0024
Si	-0.0032	0.0012	-0.0031
Si	0.0037	-0.0029	-0.0031
Si	0.0045	0.003	0
Si	-0.0038	-0.0018	-0.001
Si	0.0028	-0.0005	-0.0011
Si	0.0013	0.0061	-0.0015
Si	-0.0005	-0.0023	0.0037
Si	0.003	-0.0004	-0.0016
Si	0.0015	0.0025	-0.0043
Si	0.0048	-0.0054	-0.0025
Si	0.0041	-0.0099	-0.004
Si	-0.0113	0.002	-0.0026
Si	-0.0056	-0.0032	0.001
Si	0.0011	-0.0022	-0.0028
Si	-0.0012	-0.0064	0.0011
Si	0.0055	0.0065	0.0026
Si	0.0019	0.0043	-0.0056
Si	-0.0029	-0.0009	-0.0026
Si	-0.0011	0.0045	0.0009
Si	-0.0053	0.0014	-0.002
Si	-0.004	-0.0057	-0.0025
Si	0.0006	0.0023	-0.0003
Si	0.0043	0.0019	0.0009
Si	0.0027	0.0029	0.0005
Si	0.0045	-0.0009	0.0021
Si	0.0002	-0.0044	-0.0014
Si	0.0022	-0.0024	0.0031
Si	-0.0016	-0.0009	0.001
Si	-0.0086	0.008	-0.0026
Si	-0.0004	-0.0054	-0.0028
Si	0.0008	0.0053	-0.0004
Si	-0.0002	0.0035	0.0021
Si	-0.0018	0.0018	0.0006
Si	-0.0077	-0.0015	0.0005
Si	-0.0014	-0.0099	-0.0043
Si	0.0016	0.0024	-0.0007
Si	0.0011	-0.001	0.0001
Si	0.0075	-0.0004	-0.0037
Si	-0.0038	-0.0047	0.0013
Si	0.002	-0.0101	0.0039
Si	0.0059	0.0047	0.0025
Si	-0.002	0.0017	0.005
Si	0.0047	0.0013	0.0038
Si	-0.0031	0	0.0053
Si	0.0102	0.0131	0.0056
Si	0.0021	0.0162	0.0006
Si	-0.0003	-0.0087	0.0017
Si	-0.0022	-0.0041	0.0086
Si	-0.0134	-0.0127	-0.004
Si	-0.0012	-0.0033	0.0012
Si	0.002	-0.0073	0.009
Si	0.001	-0.004	0.0049
Si	-0.0055	-0.0024	0.0017
Si	0.0001	0.0054	0.0071
Si	0.0045	0.0114	0.0049
Si	-0.0027	-0.0036	0.004
Si	-0.0036	0	-0.0001
Si	-0.0051	-0.0012	-0.0058
Si	0.0052	-0.0027	-0.0012
Si	-0.0028	-0.0009	0.0061
Si	0.0022	-0.0052	0.0033
Si	-0.0021	-0.0005	0.0007
Si	-0.0034	0.0003	-0.0007
Si	-0.0018	0.0023	-0.0049
Si	0.0042	-0.0026	0.0052
Si	0.0007	0.0162	-0.0012
Si	0.0127	0.0025	0.0007
Si	-0.0093	-0.004	0.005
Si	-0.0031	0.0029	0.0051
Si	0.0029	0.004	0.0018
Si	0.0012	-0.0009	0.0025
Si	0.0049	-0.0023	0.0016
Si	-0.004	-0.0071	0.0078
Si	-0.0005	0.0032	0.0038
Si	0.0127	0.0026	-0.0077
Si	0.0076	-0.0071	-0.0126
Si	-0.0007	0.0126	-0.0167
Si	-0.0127	-0.0064	-0.0076
Si	-0.0004	0.0081	0.0001
Si	0.0043	-0.0019	-0.0081
Si	0.0133	0.0084	-0.0161
Si	0.0119	0.0008	-0.0126
Si	-0.012	0.0002	-0.0073
Si	-0.0036	-0.0029	-0.0075
Si	-0.0033	-0.0004	-0.0009
Si	0.0037	-0.0103	-0.0213
Si	0.0054	-0.0022	-0.0099
Si	0.0058	0.0043	-0.0082
Si	-0.0117	-0.008	-0.011
Si	-0.0027	0.0002	-0.0133
Si	-0.0127	-0.0031	-0.0164
Si	-0.0008	-0.0041	-0.0035
O	0.4079	0.1127	-0.4139
O	0.5928	-0.1982	0.2332
O	0.4179	0.4671	0.4397
O	-0.24	-0.0883	-0.0904
O	0.5195	-0.2154	0.2912
O	0.0907	0.3168	0.2168
O	-0.1716	-0.1612	-0.2568
O	-0.3034	-0.095	-0.2821
O	-0.1366	-0.1899	0.3841
O	0.1837	-0.1787	0.2839
O	0.005	-0.1434	0.5899
O	-0.1375	0.0552	0.2668
O	0.1271	-0.0448	-0.4047
O	0.2758	0.151	-0.2365
O	-0.0304	0.0916	-0.4424
O	0.0162	-0.1737	0.0955
O	0.4471	0.001	0.1424
O	-0.0569	-0.0205	0.2819
O	-0.3181	0.1573	0.2847
O	0.0904	0.2156	-0.5052
O	-0.2296	-0.2734	0.466
O	-0.401	-0.2281	0.2872
O	0.4792	-0.2591	-0.1088
O	0.3779	0.4104	-0.2759
O	0.377	-0.3033	-0.0575
O	0.23	0.0688	0.3134
O	-0.2889	-0.0863	-0.0973
O	-0.0781	-0.041	-0.277
O	-0.0651	0.1085	-0.3476
O	-0.1873	-0.0392	-0.4605
O	0.1127	0.3502	0.2933
O	-0.3495	0.182	-0.1003
O	0.1522	-0.0822	0.4798
O	0.1313	-0.3503	-0.663
O	0.133	0.053	-0.5668
O	-0.2802	-0.1297	0.4937
O	-0.2755	0.1143	-0.0614
O	-0.423	0.4587	0.2191
O	-0.1351	-0.4342	-0.0334
O	0.2091	0.3132	0.0422
O	-0.2436	-0.4225	0.2767
O	-0.4294	0.1288	0.3857
O	-0.2118	-0.331	0.3224
O	-0.5211	0.0564	0.1448
O	0.1163	-0.1481	-0.4067
O	0.1013	0.2659	-0.5098
O	-0.335	0.4064	0.121
O	-0.0658	-0.0998	0.4801
O	-0.1152	-0.1054	0.4516
O	-0.4126	-0.2698	0.1659
O	-0.0265	-0.0331	-0.5662
O	-0.0374	-0.0441	0.3891
O	0.2489	-0.1453	0.2703
O	0.1446	0.0773	-0.1512
O	-0.0103	0.0166	0.334
O	0.3597	0.0169	0.2428
O	0.235	0.4079	-0.1853
O	-0.0978	0.0893	0.5131
O	-0.0598	0.0195	-0.2851
O	-0.3835	0.046	-0.2345
O	-0.1015	-0.7668	-0.4336
O	-0.1575	-0.4147	-0.1582
O	-0.056	0.0745	-0.2506
O	0.11	-0.0575	0.2821
O	0.2472	-0.1312	0.0729
O	0.0041	0.0576	-0.3342
O	0.1121	0.1027	-0.2648
O	-0.4621	-0.0798	0.4454
O	0.243	-0.0442	0.4596
O	0.3268	-0.2493	-0.3528
O	-0.1416	0.0031	0.3918
O	0.1554	-0.2545	-0.6763
O	-0.1661	0.1204	0.0707
O	-0.142	0.3846	0.1873
O	0.3174	0.0862	0.5651
O	0.4992	0.4041	-0.0335
O	0.3587	-0.0556	-0.3681
O	-0.3237	-0.0361	-0.3501
O	0.0321	-0.0661	-0.0778
O	-0.1896	0.0427	0.0278
O	-0.2432	-0.0591	-0.0444
O	0.5604	-0.4987	0.2201
O	0.1555	-0.5587	-0.3226
O	0.1311	-0.0288	-0.1171
O	0.0458	0.104	0.0251
O	0.2147	0.15	-0.2402
O	0.0808	0.0621	0.1888
O	0.2012	-0.001	-0.1509
O	-0.1453	-0.0902	0.7245
O	-0.1966	0.0471	0.6748
O	0.7367	0.6149	-0.2591
O	0.1163	0.0553	0.2864
O	-0.2473	-0.1865	-0.3529
O	-0.2441	0.0439	-0.5221
O	-0.3238	-0.1833	0.3003
O	0.2125	0.1145	-0.2633
O	-0.0918	-0.4927	0.267
O	0.0476	0.5284	0.3017
O	0.3885	-0.092	-0.4643
O	0.2811	0.6273	0.0062
O	-0.2357	-0.1979	-0.1707
O	-0.3414	-0.2956	0.2475
O	0.0417	0.2485	-0.1658
O	0.034	0.2867	-0.2699
O	-0.0185	-0.1852	-0.3546
O	0.1394	0.3572	-0.2735
O	0.4469	0.4907	0.0469
O	-0.3762	0.2748	0.3246
